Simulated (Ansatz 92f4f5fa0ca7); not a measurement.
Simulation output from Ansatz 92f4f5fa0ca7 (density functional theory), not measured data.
Periodic cell of 216 atoms, Si133O81H1N1, from a study of silicon, its oxide and their interface. The atomic structure is a simulated model.
Doubt: the cutoff is far below the 930 eV that the study's wrapper takes by default for these files, so forces and energies are approximate.
This geometry differs little from another in the collection (a relaxation step or a small displacement).

Settings: functional PBE; potential files Ansatz PAW; basis plane waves; wave-function cutoff 580 eV; density cutoff ratio 5; exchange-correlation grid ratio 1; k mesh 1 x 1 x 1, Gamma-centred; self-consistency stop 5e-08 eV per atom in the density residual; occupations fixed; spin none; net charge 0.

Cell vectors (angstrom)
a  10.938  0  0
b  0  10.938  0
c  0  0  31.5961

Atoms: element, x, y, z (angstrom)
Si  0.4571  -0.5281  24.2623
Si  4.702  0.4909  24.0677
Si  3.1675  2.4139  24.0884
Si  7.7074  3.2056  24.1724
Si  -0.7419  6.2271  24.3261
Si  5.9669  4.9653  24.3786
Si  2.0144  8.5417  24.1746
Si  8.6485  8.1357  24.231
Si  1.3787  1.4058  25.3161
Si  6.6778  1.3594  25.287
Si  4.1367  4.0489  25.5488
Si  9.4595  4.2064  25.3873
Si  1.2087  6.8397  25.5549
Si  6.8581  6.9558  25.338
Si  3.9101  9.566  25.3145
Si  9.6435  9.6559  25.6571
Si  2.6768  0.0296  26.7987
Si  8.118  0.0837  26.771
Si  -0.0296  2.7776  26.7104
Si  5.4773  2.6793  26.8677
Si  2.7116  5.4709  26.795
Si  8.15  5.556  26.8227
Si  -0.0181  8.2225  26.9612
Si  5.4043  8.2548  26.7099
Si  4.1018  1.3673  28.1778
Si  9.5708  1.3673  28.1778
Si  1.3673  4.1018  28.1778
Si  6.8362  4.1018  28.1778
Si  4.1018  6.8362  28.1778
Si  9.5708  6.8362  28.1778
Si  1.3673  9.5708  28.1778
Si  6.8362  9.5708  28.1778
Si  0  0  29.5451
Si  5.469  0  29.5451
Si  2.7345  2.7345  29.5451
Si  8.2035  2.7345  29.5451
Si  0  5.469  29.5451
Si  5.469  5.469  29.5451
Si  2.7345  8.2035  29.5451
Si  8.2035  8.2035  29.5451
Si  1.3673  1.3673  30.9123
Si  6.8362  1.3673  30.9123
Si  4.1018  4.1018  30.9123
Si  9.5708  4.1018  30.9123
Si  1.3673  6.8362  30.9123
Si  6.8362  6.8362  30.9123
Si  4.1018  9.5708  30.9123
Si  9.5708  9.5708  30.9123
Si  2.7345  0  0.6835
Si  8.2035  0  0.6835
Si  0  2.7345  0.6835
Si  5.469  2.7345  0.6835
Si  2.7345  5.469  0.6835
Si  8.2035  5.469  0.6835
Si  0  8.2035  0.6835
Si  5.469  8.2035  0.6835
Si  4.1018  1.3673  2.0507
Si  9.5708  1.3673  2.0507
Si  1.3673  4.1018  2.0507
Si  6.8362  4.1018  2.0507
Si  4.1018  6.8362  2.0507
Si  9.5708  6.8362  2.0507
Si  1.3673  9.5708  2.0507
Si  6.8362  9.5708  2.0507
Si  0  0  3.418
Si  5.469  0  3.418
Si  2.7345  2.7345  3.418
Si  8.2035  2.7345  3.418
Si  0  5.469  3.418
Si  5.469  5.469  3.418
Si  2.7345  8.2035  3.418
Si  8.2035  8.2035  3.418
Si  1.4031  1.3315  4.7323
Si  6.862  1.3364  4.8199
Si  4.2326  4.0121  4.6952
Si  9.6139  4.0917  4.7888
Si  1.3942  6.8535  4.9067
Si  6.8101  6.8705  4.6973
Si  4.0853  9.5515  4.9018
Si  9.6602  9.4583  4.7677
Si  2.6313  -0.0058  6.2723
Si  8.2763  -0.104  6.0461
Si  0.1493  2.7696  6.0977
Si  5.5627  2.7427  6.2286
Si  2.974  5.4287  6.0214
Si  8.1791  5.5119  5.9973
Si  -0.0098  8.2199  6.4416
Si  5.5691  8.1762  6.2261
Si  3.7002  1.7979  7.3513
Si  9.9866  1.0084  7.1639
Si  2.0899  3.6298  7.2085
Si  6.6804  4.4899  7.4754
Si  4.7633  6.2599  7.3753
Si  8.9262  7.2426  7.3931
Si  0.7118  10.2292  7.6658
Si  7.4336  9.0907  7.4165
N  7.7733  4.0255  8.8938
O  7.4186  9.3239  9.0733
O  8.5098  6.7133  8.9683
O  0.788  10.2003  9.3619
O  4.0585  1.3546  8.9263
O  1.9958  4.3259  8.7159
O  9.234  1.6323  8.487
O  4.0932  6.7826  8.7988
O  8.5881  9.0219  22.7643
O  8.2728  2.8175  22.6423
O  5.1128  5.1874  22.9855
O  8.0941  2.8553  19.9732
O  10.8458  10.5064  22.6916
O  -0.4381  6.3136  22.6908
O  1.8506  7.8747  22.6169
O  4.6215  -0.051  22.4787
Si  8.8434  5.2404  9.5972
Si  0.3352  10.3284  10.9361
Si  4.3523  7.0702  10.3666
Si  1.9274  9.9808  16.2498
Si  -4.685  6.4395  15.0092
Si  1.9029  3.1788  18.4679
Si  14.2122  6.5556  14.2894
Si  5.4415  0.1253  21.0794
Si  3.8351  -0.0752  13.9585
Si  5.3139  0.9826  9.8892
Si  8.0772  2.3591  9.3518
Si  0.3815  12.6571  16.3677
Si  0.955  6.6662  21.9199
Si  4.6819  1.7048  18.5566
Si  7.992  1.8908  21.3264
Si  2.7403  8.7996  12.2761
Si  6.8812  3.8707  19.472
Si  6.1771  -4.6473  17.9249
Si  4.2494  2.4704  12.3924
Si  10.3547  2.2727  11.2923
Si  5.1762  5.456  21.4071
Si  -1.8086  -3.962  14.1863
Si  2.7525  8.7154  18.6458
Si  -4.5034  3.5615  14.1961
Si  2.8885  4.913  11.8323
Si  11.7694  4.4566  9.8176
Si  5.4362  -2.6941  20.16
Si  10.3798  8.3534  16.558
Si  2.5488  4.0106  21.3405
Si  -1.8273  4.4111  12.6849
Si  8.9628  10.947  15.3729
Si  10.974  8.3997  19.5886
Si  6.5287  9.2036  10.44
Si  -1.4121  10.0486  21.8407
Si  -4.8729  0.828  15.8246
Si  8.8489  9.5553  12.5176
Si  3.0675  5.9269  17.4048
O  0.2084  0.8968  11.5695
O  2.8454  5.2407  13.425
O  8.7593  2.2106  10.8509
O  6.2335  4.8242  15.1864
O  3.9171  4.672  20.7208
O  2.8265  2.8998  22.5152
O  -9.8762  0.2956  16.7744
O  4.1929  5.6657  11.1812
O  5.184  1.7136  11.3201
O  2.4677  18.1006  18.2613
O  10.2956  3.2606  12.6028
O  5.1757  7.0836  21.2778
O  4.5626  0.6493  19.805
O  3.1802  8.0597  10.9004
O  -4.5536  2.2571  15.1325
O  2.5595  -0.553  14.826
O  1.7212  3.3403  20.096
O  8.7456  5.0976  11.2311
O  5.3111  0.9742  17.2473
O  11.4509  7.0619  20.4032
O  -1.1261  1.358  15.7877
O  6.5196  7.0139  16.5081
O  1.3624  -1.3722  11.9264
O  6.4707  1.3325  21.4168
O  -3.7754  5.0155  18.3082
O  -2.0439  -0.2352  13.7233
O  -1.1687  9.7645  11.1811
O  9.92  -1.6875  20.4794
O  10.4427  5.1585  9.1928
O  12.4088  5.2824  11.0831
O  -5.5786  10.3247  10.1894
O  5.8253  7.7323  10.5934
O  0.5395  2.5794  17.7728
O  2.2102  4.6176  17.7786
O  1.7653  5.2652  21.9963
O  0.9858  8.6507  16.1123
O  -4.7894  -1.3302  20.7312
O  7.3564  9.4632  11.8363
O  3.0699  3.304  11.6507
O  15.8153  6.9233  14.2824
O  6.5121  4.7749  20.7862
O  -9.7663  13.4901  15.2116
O  -1.2085  16.5108  13.6319
O  -3.4394  -4.009  14.1085
O  -1.3912  -1.2641  16.1664
O  10.2809  8.0065  18.154
O  9.4801  8.2124  13.1987
O  3.5657  12.372  13.4283
O  -3.1176  3.7057  13.3684
O  5.6459  2.9544  18.9488
O  3.9843  -2.1636  19.6739
O  6.7001  1.5055  9.1957
O  -3.4516  0.1078  16.0258
O  6.3191  7.524  18.9942
O  12.3203  9.2994  19.3168
O  2.8623  6.2721  15.8258
O  2.4999  7.7824  13.5353
O  8.895  0.5359  21.3224
O  -7.8289  9.6069  17.3206
O  3.9288  9.8425  12.6933
O  4.6394  5.7291  17.8218
O  5.2022  3.5381  13.1494
O  3.1806  2.1974  18.1831
O  11.2929  2.9502  10.1642
O  5.197  -0.1242  14.8296
O  -1.1786  7.124  15.6839
H  -10.2372  13.6632  14.3753

Results
free energy: -131015.339 eV
free energy less fixed offsets of H -15.97, N -385.13, O -568.88, Si -635.61 eV per atom: 1.171 eV

Forces (eV/angstrom), in the order of the atoms: element, x, y, z
Si  -0.0025  0.0046  0.0228
Si  0.0032  -0.0059  0.0112
Si  0.0013  -0.0024  -0.0039
Si  0.0122  0.004  -0.0046
Si  0.0172  -0.0163  0.0089
Si  -0.017  -0.0013  0.0168
Si  -0.0095  -0.0076  0.0116
Si  0.0258  0.0157  0.0135
Si  -0.0011  -0.01  0.005
Si  -0.0151  -0.0022  -0.0064
Si  0.0229  0.0079  -0.0067
Si  0.0103  0.0056  -0.0022
Si  -0.0195  -0.0039  -0.0139
Si  -0.0073  -0.0169  0.0015
Si  0.0066  0.017  0.0006
Si  0.0026  0  0.0073
Si  -0.0067  -0.0001  0.0017
Si  0.0145  0.0018  0.0104
Si  -0.0091  -0.0014  -0.0023
Si  -0.006  -0.0024  0.0111
Si  0.0032  0.003  0.0139
Si  0.0046  0.0129  0.0021
Si  -0.0076  0.0026  0.0076
Si  -0.0015  0.0012  -0.0023
Si  -0.1597  -0.4529  0.3198
Si  -0.1816  0.3959  -0.5347
Si  -0.1919  -0.1124  -0.3504
Si  -0.0042  0.1222  0.0912
Si  -0.0145  0.1649  -0.4698
Si  -0.3269  -0.1931  0.771
Si  0.2223  0.4008  0.6792
Si  -0.3306  0.1072  -0.54
Si  0.0683  -0.0805  0.0038
Si  -0.1235  -0.0917  0.052
Si  -0.01  -0.0799  -0.0263
Si  0.1814  0.1095  0.0294
Si  -0.0872  -0.0602  0.0221
Si  -0.004  -0.0849  -0.023
Si  0.0906  0.1023  0.0455
Si  0.0361  -0.1322  0.0057
Si  -0.0386  0.0601  0.0023
Si  -0.0214  0.0198  -0.0569
Si  -0.0305  0.0523  0.0022
Si  -0.0065  0.0324  -0.0077
Si  -0.0232  -0.0168  -0.0542
Si  -0.0242  0.0633  0.0152
Si  0.0501  -0.0236  0.0027
Si  -0.0656  0.0612  -0.0032
Si  0.0598  -0.0827  -0.0272
Si  -0.0188  0.0496  0.0037
Si  -0.0075  -0.0132  0.0365
Si  0.0621  -0.0618  0.0205
Si  -0.0161  0.0431  0.0061
Si  0.1274  -0.121  -0.0216
Si  0.0381  -0.0553  0.0109
Si  -0.0583  -0.0057  0.0461
Si  -0.1289  0.0333  -0.0733
Si  -0.0691  -0.0628  0.0153
Si  0.0923  0.087  0.0423
Si  0.0422  0.2251  -0.0636
Si  -0.0297  -0.1518  0.0113
Si  -0.1095  0.0563  -0.0536
Si  -0.0055  0.1229  -0.0321
Si  0.1041  0.0236  0.0236
Si  0.0455  -0.3193  -0.2441
Si  -0.2911  -0.0725  0.5979
Si  0.357  -0.3047  -0.4255
Si  0.1115  -0.1108  0.2579
Si  0.2619  0.3407  0.4368
Si  0.1581  0.0038  -0.8472
Si  -0.0604  0.0553  0.6456
Si  0.3154  -0.0745  -0.5175
Si  -0.002  0.0038  0.0012
Si  0.0073  -0.0065  -0.0051
Si  0.0067  0.0082  -0.0034
Si  -0.0084  0.0028  -0.0074
Si  0.0041  0.0032  -0.0019
Si  0.0015  0.009  -0.0155
Si  -0.0031  -0.0059  -0.0035
Si  -0.0053  0.0005  0.0101
Si  0.0043  0.0006  -0.0023
Si  0.0088  0.0005  -0.0061
Si  0.0063  -0.0201  0.0133
Si  0.0086  0.0183  0.0068
Si  -0.0024  -0.0165  0.007
Si  0.004  -0.0034  0.0099
Si  -0.0051  -0.0085  -0.0052
Si  0.0008  0.0029  0.0069
Si  -0.0005  -0.0087  0.0068
Si  -0.0059  0.0073  -0.0186
Si  -0.004  0.0228  -0.0106
Si  0.0107  -0.023  0.011
Si  -0.0013  0.0065  0.0167
Si  0.0085  -0.0069  0.0161
Si  0.0002  0.0085  0.0166
Si  -0.0131  0.0091  0.0058
N  -0.0271  0.0168  -0.028
O  0.0062  -0.0028  -0.0083
O  0.0019  0.0103  -0.0169
O  0.0021  -0.0028  -0.0174
O  -0.0055  0.0013  -0.002
O  -0.0034  -0.0025  0.0139
O  0.0037  0.0029  0.0103
O  0.0038  -0.0035  -0.0216
O  -0.0084  -0.0064  0.0026
O  -0.0029  0.0007  0.0104
O  -0.003  0.0006  -0.0279
O  0.0002  0.0002  0.0028
O  0.0065  -0.001  -0.0121
O  0.0172  0.0164  -0.0114
O  0.0004  -0.0033  -0.002
O  -0.0084  -0.0023  0.0007
Si  0.0117  -0.0103  0.0228
Si  -0.0048  0.0032  0.0089
Si  0.0032  0.0001  0.0086
Si  -0.0047  0.0025  0.0014
Si  0.0009  -0.0051  -0.0005
Si  -0.0027  0.0012  -0.0022
Si  0.0005  -0.0013  -0.0002
Si  0.0016  0.0027  -0.0106
Si  -0.0046  -0.0012  0.0022
Si  0.0002  -0.0036  0.0162
Si  0.0123  -0.0078  0.0058
Si  0.0027  0.0014  -0.0007
Si  -0.0123  -0.0211  -0.0053
Si  0.0004  -0.0051  -0.0073
Si  -0.008  0.0035  -0.0066
Si  0.003  0.0026  0.0008
Si  0.0029  -0.0039  -0.0022
Si  -0.0021  -0.0014  0.0007
Si  0.0012  -0.002  -0.0056
Si  -0.002  0.0014  0.0004
Si  -0.0141  -0.0022  0.0095
Si  -0.0011  0.0006  0.0014
Si  0.0007  -0.0014  0.0013
Si  0.0029  0.0003  -0.0017
Si  -0.0032  -0.004  -0.0006
Si  -0.0035  0.0013  -0.0058
Si  -0.0043  -0.0088  0.0023
Si  -0.0009  0.0037  -0.0022
Si  -0.0078  0.0023  0.0052
Si  -0.0046  0.0064  0.0025
Si  0.0011  0.0019  0.0046
Si  -0.0042  0.0002  0.0013
Si  -0.0046  0.0036  0.0073
Si  -0.0043  -0.0069  -0.0107
Si  0.011  0.0049  0.0062
Si  -0.0022  0.001  0.001
Si  -0.001  -0.0019  0.0056
O  0.0008  -0.0033  -0.0016
O  0.0012  0.0026  0.0018
O  -0.0061  0.0043  0.0013
O  0.0026  0.0017  -0.0043
O  0.0111  0.0124  0.018
O  -0.003  0.0131  -0.0058
O  0.0016  -0.0005  -0.0004
O  0.0006  0.0028  0.0008
O  -0.0008  -0.002  -0.0066
O  0.0025  0.0008  0.0003
O  -0.001  0.0044  0.0046
O  0.0049  -0.0009  -0.008
O  -0.0009  0.0032  -0.003
O  0.0006  0.0005  0.0003
O  -0.0006  -0.0102  0.0057
O  0.0045  -0.0004  -0.0003
O  0.0017  0.0016  0.0078
O  0.0013  -0.0066  -0.0002
O  -0.0012  0.008  0.0033
O  0.0028  -0.0037  0.0139
O  0.0002  -0.0026  0.0003
O  -0.0003  -0.0017  0
O  0.0005  -0.0022  -0.0009
O  0.0037  0.0032  0.006
O  -0.0009  -0.0005  0.002
O  0.0007  -0.0025  -0.0015
O  0.006  0.0021  0.0002
O  0.003  -0.0038  -0.0046
O  0.0069  -0.0023  -0.0008
O  0.0024  -0.0027  0.0011
O  0.0014  0.001  -0.0005
O  0  -0.001  0.0004
O  0.0027  0.003  0.0035
O  0.0004  -0.0008  0.0016
O  -0.0004  0.0022  -0.0031
O  -0.0005  -0.0028  0.0022
O  0.0014  -0.003  0.0036
O  0.0016  -0.0007  0.0018
O  -0.0009  0.0045  -0.0002
O  -0.0014  -0.0009  0.0024
O  -0.0027  0.0042  0.0062
O  -0.0761  0.0258  -0.112
O  -0.0031  -0.0063  -0.007
O  -0.0005  0.0015  0.0049
O  0.0002  -0.0047  0.0009
O  0.0006  0  0.0001
O  -0.0008  0.0019  0.0027
O  0  -0.0005  0.0031
O  -0.0022  0.005  -0.003
O  -0.0009  -0.0024  0.0006
O  0.0021  -0.0019  0.0026
O  -0.0022  0.0042  -0.0031
O  -0.013  0.0083  -0.0027
O  -0.0064  0.0039  0.0098
O  0.0013  0.001  0.002
O  -0.0005  0.0002  0.002
O  0  0.0017  0.0002
O  -0.0045  0.0044  0.0023
O  0.0021  0.0009  0.0023
O  -0.0029  -0.0017  0.0038
O  -0.0005  0.0008  -0.0004
O  0.0065  0.0023  0.0101
O  0.007  -0.0033  0.0038
O  0.0019  0.0032  -0.0034
O  -0.002  -0.0017  0.0018
O  -0.0002  0.0012  0.0006
H  0.07  -0.0281  0.1168

The program warned: the cutoff lies below the one the program advises for these potential files; the forces do not sum to zero within the program's tolerance; the exchange-correlation potential is rough where the density is thin.
